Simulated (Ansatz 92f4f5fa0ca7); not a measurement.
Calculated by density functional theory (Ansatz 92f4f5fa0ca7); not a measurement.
Periodic cell of 251 atoms, Si165O86, from a study of silicon, its oxide and their interface. The atomic structure is a simulated model.
Doubt: the cutoff is far below the 930 eV that the study's wrapper takes by default for these files, so forces and energies are approximate.
This geometry differs little from another in the collection (a relaxation step or a small displacement).

Settings
functional: PBE
potential files: Ansatz PAW
basis: plane waves
wave-function cutoff: 580 eV
density cutoff ratio: 5
exchange-correlation grid ratio: 1
k mesh: 1 x 1 x 1, Gamma-centred
self-consistency stop: 5e-08 eV per atom in the density residual
occupations: fixed
spin: none
net charge: 0

Cell vectors (angstrom)
a	10.938	0	0
b	0	10.938	0
c	0	0	37.1423

Atoms: element, x, y, z (angstrom)
Si	0	0	0.683
Si	5.469	0	0.683
Si	2.7345	2.7345	0.683
Si	8.2035	2.7345	0.683
Si	0	5.469	0.683
Si	5.469	5.469	0.683
Si	2.7345	8.2035	0.683
Si	8.2035	8.2035	0.683
Si	1.3673	1.3673	2.0503
Si	6.8362	1.3673	2.0503
Si	4.1018	4.1018	2.0503
Si	9.5708	4.1018	2.0503
Si	1.3673	6.8362	2.0503
Si	6.8362	6.8362	2.0503
Si	4.1018	9.5708	2.0503
Si	9.5708	9.5708	2.0503
Si	2.7345	0	35.0908
Si	8.2035	0	35.0908
Si	0	2.7345	35.0908
Si	5.469	2.7345	35.0908
Si	2.7345	5.469	35.0908
Si	8.2035	5.469	35.0908
Si	0	8.2035	35.0908
Si	5.469	8.2035	35.0908
Si	4.1018	1.3673	36.4581
Si	9.5708	1.3673	36.4581
Si	1.3673	4.1018	36.4581
Si	6.8362	4.1018	36.4581
Si	4.1018	6.8362	36.4581
Si	9.5708	6.8362	36.4581
Si	1.3673	9.5708	36.4581
Si	6.8362	9.5708	36.4581
Si	-0.2144	0.1495	26.8345
Si	4.966	0.4559	27.0459
Si	3.2666	2.1896	27.1413
Si	8.4955	2.4715	26.9663
Si	-0.5715	5.8744	26.9605
Si	4.9661	5.7863	26.9581
Si	3.2535	7.5993	27.07
Si	8.5387	7.6439	26.8919
Si	1.3845	1.2644	28.22
Si	6.8166	1.3462	28.2389
Si	4.1069	4.0429	28.3364
Si	9.5408	4.1089	28.3129
Si	1.3251	6.7589	28.2046
Si	6.7969	6.7188	28.2086
Si	4.1275	9.4924	28.2417
Si	9.5588	9.4336	28.1348
Si	2.7088	-0.1171	29.6257
Si	8.1911	-0.0991	29.5379
Si	0.0497	2.7132	29.5871
Si	5.5377	2.7378	29.6811
Si	2.6505	5.3787	29.6352
Si	8.1138	5.391	29.6717
Si	0.03	8.1884	29.5903
Si	5.5386	8.1827	29.6099
Si	4.1024	1.3178	30.949
Si	9.568	1.319	30.905
Si	1.3521	4.0384	31.0477
Si	6.8345	4.0631	31.105
Si	4.0845	6.806	30.9307
Si	9.5585	6.8081	30.9408
Si	1.3495	9.522	31.0304
Si	6.8656	9.5363	31.0081
Si	-0.0171	-0.0108	32.343
Si	5.4721	-0.0258	32.3435
Si	2.7504	2.6791	32.3619
Si	8.2359	2.6728	32.3656
Si	-0.0262	5.447	32.3493
Si	5.4351	5.4656	32.3692
Si	2.7426	8.161	32.3548
Si	8.2286	8.1736	32.3576
Si	1.355	1.3492	33.7224
Si	6.8279	1.3462	33.7231
Si	4.0865	4.0849	33.7274
Si	9.5648	4.0834	33.7274
Si	1.3544	6.8147	33.7175
Si	6.8284	6.8309	33.7193
Si	4.0965	9.5573	33.7169
Si	9.5664	9.564	33.7242
Si	2.7402	0.0058	3.4312
Si	8.1946	0.0102	3.4228
Si	-0.0043	2.7476	3.424
Si	5.4906	2.7454	3.4239
Si	2.7492	5.5035	3.4092
Si	8.2224	5.4765	3.4207
Si	0.0192	8.2283	3.4143
Si	5.4826	8.2306	3.4214
Si	4.1205	1.3818	4.7872
Si	9.5402	1.3918	4.7937
Si	1.3542	4.1678	4.7524
Si	6.8769	4.101	4.7986
Si	4.1046	6.8885	4.7862
Si	9.5744	6.8886	4.7684
Si	1.3556	9.5992	4.8166
Si	6.8261	9.6062	4.8152
Si	-0.0561	0.0271	6.1588
Si	5.4803	0.0417	6.2209
Si	2.7412	2.8066	6.0618
Si	8.224	2.7493	6.238
Si	0.0215	5.5673	6.1395
Si	5.5152	5.52	6.0921
Si	2.7553	8.2642	6.1985
Si	8.2168	8.2447	6.1545
Si	1.3142	1.4959	7.3913
Si	6.8452	1.3716	7.6555
Si	4.1467	4.1463	7.3978
Si	9.6029	4.2226	7.5155
Si	1.392	6.8989	7.5657
Si	6.8499	6.8775	7.5015
Si	4.0781	9.6545	7.6136
Si	9.5339	9.5919	7.5857
Si	2.6296	0.203	8.8139
Si	8.0864	-0.1122	9.0672
Si	0.1528	2.9884	8.8368
Si	5.3966	2.785	8.8791
Si	2.8362	5.5003	8.8083
Si	8.1886	5.5	8.9139
Si	0.0203	8.2526	8.9524
Si	5.4603	8.1988	8.9079
Si	3.5496	1.9559	10.0899
Si	9.5427	0.9088	10.5807
Si	1.9936	3.7627	10.0765
Si	6.5766	4.3304	10.2038
Si	4.3817	6.5911	10.2016
Si	9.3741	7.0539	10.2382
Si	1.1099	9.9803	10.17
Si	6.9798	9.1581	10.4191
O	-0.8611	2.3116	9.9568
O	8.2672	8.1753	10.7059
O	5.4942	5.477	10.7457
O	-0.0976	-0.068	10.9103
O	7.2354	3.5698	11.5154
O	3.7124	1.6753	11.7191
O	9.9378	6.42	11.6483
O	3.7415	7.3033	11.5418
O	1.8798	4.2139	11.6685
O	6.3267	9.2975	11.949
O	8.7435	1.3631	11.9424
O	2.2127	9.5268	11.3087
O	10.695	5.1708	25.4952
O	2.9371	8.0496	25.5135
O	8.0533	3.1282	25.5216
O	11.3047	-0.2894	25.3354
O	5.281	5.3434	25.3752
O	3.1091	-8.281	25.5742
O	-1.3435	1.3141	26.5467
O	5.2162	0.3278	25.4091
Si	5.1608	3.5905	17.6776
Si	11.5189	4.9782	24.1055
Si	1.022	8.51	19.5141
Si	8.4143	3.6456	15.1994
Si	6.7767	9.0687	13.5232
Si	7.6475	2.6458	24.0121
Si	10.784	9.7078	24.0922
Si	-0.5142	-2.6821	15.5337
Si	3.1462	2.4558	19.6111
Si	4.2871	15.224	14.7196
Si	4.6475	1.5984	13.043
Si	0.0233	2.2851	14.8927
Si	9.3882	4.3051	22.0203
Si	7.9436	8.4008	24.6793
Si	10.5252	-0.1446	21.0923
Si	8.8059	10.814	15.0002
Si	3.1549	8.6991	21.5473
Si	2.639	8.2695	12.248
Si	1.525	4.1551	13.2489
Si	7.1834	6.4561	22.3577
Si	7.4879	2.2654	12.4706
Si	6.1196	-0.0083	24.0969
Si	1.1783	1.4352	17.5836
Si	6.6897	6.2825	14.9125
Si	1.8906	9.4891	16.7796
Si	4.022	-1.0435	14.5893
Si	-3.5642	1.5754	17.1507
Si	0.2522	2.6642	20.1298
Si	2.774	2.9572	24.0261
Si	-0.0502	6.6702	12.9479
Si	3.7487	0.6813	22.1123
Si	5.9919	8.2979	20.1421
Si	-1.5221	7.6002	18.2581
Si	2.1884	7.6083	24.15
Si	5.2588	4.6887	23.8713
Si	6.7128	6.3344	17.946
Si	8.0996	-0.6289	19.2906
O	6.2485	4.7716	17.9979
O	1.9787	8.6426	18.1819
O	5.1782	0.1864	22.7627
O	3.9298	1.5477	20.7277
O	3.3429	9.8322	16.0901
O	3.98	0.4878	14.0278
O	-2.121	-1.816	18.4154
O	1.0601	2.1855	16.1482
O	-0.7924	7.5591	14.0936
O	6.1726	1.2871	12.524
O	7.8885	5.1698	15.0176
O	0.0467	2.1086	18.5835
O	4.5361	8.5716	20.7489
O	6.5459	6.9067	16.4203
O	10.4957	5.1647	22.8587
O	8.0546	10.0794	13.7415
O	12.7565	6.032	24.1037
O	7.884	7.0892	23.6962
O	10.0254	3.5904	15.1466
O	-0.9362	0.9663	14.6569
O	-0.9768	7.2878	16.753
O	7.7818	2.7625	13.9845
O	4.7737	13.9348	13.859
O	2.6272	1.5592	18.3318
O	-0.8441	3.7759	20.6267
O	1.2993	7.4123	12.4748
O	-0.2372	7.4805	19.2773
O	1.9533	7.9609	20.7259
O	-2.8505	2.9677	16.6601
O	5.2943	5.5518	14.4465
O	5.7796	7.2766	18.8901
O	0.4597	9.9711	19.9836
O	7.95	0.7876	18.4704
O	1.8129	3.1955	20.25
O	4.1867	3.5421	18.9891
O	1.2336	3.4893	23.9568
O	4.3104	3.9535	16.3238
O	-1.9825	-0.3067	20.6512
O	0.3455	5.2289	13.5493
O	2.781	4.6191	14.1974
O	6.624	9.74	19.6999
O	6.2485	3.406	23.7068
O	7.0835	7.4791	13.8614
O	3.7883	4.1162	23.4712
O	7.6074	11.4519	15.9213
O	3.2557	7.9512	22.9799
O	7.3879	1.0291	23.9631
O	8.8	3.0566	22.9227
O	11.9092	2.6472	13.6054
O	1.0709	8.6171	15.6686
O	6.6691	9.3927	24.3036
O	6.9701	7.6333	21.2639
O	8.154	5.3204	21.6921
O	1.0078	10.8044	17.1875
O	3.2203	8.8549	13.634
O	2.8569	10.2921	21.7764
O	0.7757	8.3861	24.0194
O	10.7945	-0.5827	22.6208
O	5.5891	9.4591	14.5821
O	0.0714	1.3964	21.1157
O	5.7398	5.8123	22.7859
O	9.2541	9.3058	24.3855
O	8.2541	6.4787	18.511
O	-5.0865	2.1	17.4796
O	2.9094	1.5873	23.1688
O	9.5619	-1.3323	15.7536

Results
free energy: -153805.021 eV
free energy less fixed offsets of O -568.88, Si -635.61 eV per atom: -5.691 eV

Forces (eV/angstrom), in the order of the atoms: element, x, y, z
Si	-0.046	0.0048	-0.0077
Si	-0.0403	0.0218	0.0027
Si	-0.0319	0.0049	0.0154
Si	-0.0211	0.0008	-0.0008
Si	-0.0114	-0.0421	0.0059
Si	-0.0263	-0.0204	-0.0052
Si	-0.0405	-0.0052	-0.0075
Si	-0.0174	-0.0237	0.008
Si	0.01	0.0407	0.124
Si	-0.0104	0.0415	-0.0568
Si	0.0763	0.0488	0.0913
Si	0.0213	0.0334	-0.0623
Si	0.0224	0.1421	-0.0946
Si	0.0179	0.013	0.1031
Si	-0.0253	0.053	0.0132
Si	0.0023	0.1084	0.0469
Si	-0.0482	-0.0915	-0.0332
Si	-0.0439	-0.0985	0.0426
Si	0.0724	-0.0192	0.0368
Si	0.0396	-0.0095	-0.0201
Si	-0.1004	-0.1135	0.0193
Si	-0.0912	-0.0926	-0.0407
Si	0.053	-0.0113	-0.0322
Si	0.0312	0.009	-0.0023
Si	0.028	-0.0014	-0.0102
Si	0.0226	0.0304	-0.0099
Si	0.0308	0.0192	0.0235
Si	0.0303	0.003	0.018
Si	0.0183	0.0134	-0.0143
Si	0.0242	0.0094	-0.0114
Si	0.0624	-0.0147	0.0167
Si	0.0128	0.0036	0.0223
Si	0.0098	-0.0159	-0.007
Si	0.0025	0.0003	0.0008
Si	0.0018	0.0073	-0.0205
Si	-0.0115	0.0091	-0.0138
Si	-0.0041	-0.0043	-0.0019
Si	-0.0088	0.0023	-0.0074
Si	0.0033	0.0004	0.0089
Si	0.0006	0.0025	-0.0021
Si	-0.0021	-0.0001	0.0028
Si	0.0014	0.0043	0.0067
Si	-0.0033	-0.0075	0.0015
Si	-0.0015	0.0013	0.0053
Si	0.0037	0.001	-0.0015
Si	0.005	0.0018	0.0065
Si	-0.0018	-0.0051	-0.0006
Si	-0.0018	0.0029	0.0039
Si	0.0008	-0.0058	0.0009
Si	-0.0015	-0.0052	0.0013
Si	0.0013	0.0019	0.0024
Si	0.0036	0.003	0.0017
Si	0.0017	-0.0039	0.0052
Si	-0.0034	-0.0018	0.0003
Si	0.0019	0.0045	0.0017
Si	0.0007	0.0023	-0.0017
Si	-0.0006	0.0034	-0.0022
Si	-0.0016	-0.0017	-0.0027
Si	0.0013	-0.0021	0.0036
Si	0.0032	-0.0013	0.0018
Si	-0.0018	0.001	-0.0063
Si	0.0001	-0.001	-0.0044
Si	-0.005	-0.0007	0.0032
Si	0.0054	-0.0007	0.0046
Si	0.0022	-0.0022	-0.0033
Si	0.0014	0.0001	-0.0035
Si	-0.0033	0.001	-0.0046
Si	-0.0025	0.004	-0.0033
Si	0.0006	-0.0045	-0.004
Si	0	-0.0023	-0.0028
Si	0.0002	-0.0014	-0.0038
Si	-0.0019	0.0046	-0.0045
Si	0.001	0.0005	-0.0022
Si	0.0014	-0.0011	-0.0019
Si	0.0018	0.0007	-0.0034
Si	0.0004	-0.001	-0.0018
Si	-0.0005	0.0028	-0.0015
Si	0.001	-0.0006	-0.0012
Si	-0.0015	0.0001	-0.0016
Si	-0.0002	-0.0008	-0.0014
Si	0.0007	-0.001	-0.0013
Si	-0.0003	0.0004	0.0003
Si	-0.001	0.002	0.0008
Si	0.0012	0	-0.0016
Si	-0.0042	-0.0015	0.0012
Si	-0.0016	-0.0017	-0.0017
Si	-0.0002	0.0001	-0.0014
Si	-0.0028	-0.0004	0
Si	-0.0025	-0.001	0.0027
Si	0.0008	-0.0008	0.0005
Si	0.0052	-0.0023	0.004
Si	-0.0012	0.0029	0.0004
Si	0.0019	-0.0017	0.0026
Si	0.0004	0.001	0.0022
Si	-0.0013	-0.0015	0.0009
Si	0.0016	-0.0018	0.0025
Si	-0.0013	0.0002	-0.0024
Si	0.001	-0.0013	-0.0009
Si	-0.0082	0.0051	-0.0034
Si	0.0007	0.0007	0.0072
Si	0.0014	-0.0016	0.0013
Si	-0.001	0.0021	-0.0025
Si	0.0015	0.0006	0.0033
Si	0.0013	0.0047	-0.0061
Si	0.0083	-0.0022	-0.0033
Si	0.0004	0.002	-0.0007
Si	0.0029	-0.0001	0.0006
Si	0.0002	-0.0017	-0.0021
Si	0.0023	-0.0038	-0.0018
Si	0.0024	-0.0034	0.0044
Si	-0.0015	0.003	-0.0005
Si	0.0004	0.0002	0.0015
Si	-0.0022	-0.0051	0.0004
Si	0.0013	0.0018	-0.0023
Si	-0.0099	0.0027	0.0084
Si	-0.0009	0.0061	0.0002
Si	-0.0055	-0.0022	-0.0068
Si	-0.0063	0.0019	-0.0033
Si	-0.0002	0.0028	-0.0016
Si	-0.003	-0.0017	-0.0045
Si	-0.0023	0.0017	-0.0145
Si	0.0004	0.0113	0.0029
Si	0.0044	-0.003	-0.0117
Si	0.0107	-0.0123	-0.0126
Si	-0.0061	0.0085	0.0085
Si	0.0056	-0.0117	0.0014
Si	0.0078	-0.0052	-0.0029
Si	-0.0043	-0.0045	0.0054
O	0.0006	-0.0118	-0.0028
O	-0.0046	0.0054	0.0023
O	-0.0045	0.0011	0.0039
O	-0.008	0.0036	0.0007
O	0.0013	-0.0006	0.0074
O	0.0004	-0.0031	0.0125
O	0.0028	0.0015	0.0026
O	0.0025	-0.0013	-0.0013
O	-0.0032	0.0034	0.0156
O	0.0006	-0.0002	0.0005
O	-0.0004	-0.001	-0.0031
O	0.0015	0.0025	-0.0014
O	0.0094	-0.0044	-0.0207
O	0.0005	0.0019	-0.0102
O	-0.0011	-0.0014	-0.0048
O	0.0009	0.0014	-0.0028
O	0.0014	-0.0054	-0.0101
O	-0.0044	0.0012	-0.0088
O	-0.0035	0.0054	-0.0054
O	-0.0008	-0.0035	-0.0049
Si	0.0019	-0.001	0.0028
Si	-0.003	-0.0083	0.0088
Si	-0.002	0.0031	-0.0029
Si	-0.0067	-0.0043	-0.0048
Si	0.0034	0.0018	-0.0078
Si	0.0015	0.0002	0.0053
Si	0.0017	-0.0061	-0.0031
Si	-0.0011	-0.0038	-0.0023
Si	-0.0009	0.0011	-0.002
Si	-0.0018	-0.0039	0.0019
Si	0.0094	-0.004	-0.001
Si	-0.0012	-0.0049	0.0022
Si	0.0005	-0.0007	-0.0002
Si	0.0022	-0.0012	-0.0065
Si	0.0011	-0.0047	0.009
Si	-0.0011	-0.0009	-0.0046
Si	0.0021	-0.0011	0.0032
Si	-0.0074	-0.0013	0.0027
Si	-0.0015	0.0021	-0.0043
Si	0.0004	-0.0001	0.002
Si	0.0043	-0.005	-0.0034
Si	0.006	-0.0037	-0.0054
Si	-0.0006	-0.0024	-0.0037
Si	0.004	0.0039	-0.0024
Si	-0.0027	0.0012	0.0032
Si	-0.0024	-0.003	-0.0001
Si	-0.0026	-0.0009	0.0025
Si	0.0028	-0.0013	-0.0006
Si	-0.0116	-0.001	0.0132
Si	0.0035	0.0053	-0.0079
Si	0.0018	-0.0007	0.0014
Si	-0.0009	0.0025	-0.0035
Si	-0.0026	-0.0006	0.0022
Si	-0.0053	-0.0015	-0.0049
Si	0.006	-0.0019	0.0037
Si	0	-0.0024	0.0026
Si	-0.0009	0.0009	0.0023
O	-0.0006	0.0007	-0.003
O	0.0005	-0.0005	-0.0004
O	-0.007	0.0023	-0.0067
O	-0.0004	-0.0018	0.001
O	0.0023	0.0007	-0.0017
O	-0.0016	-0.0025	-0.0001
O	0.0012	-0.0034	-0.0008
O	-0.0013	0.0001	0.0001
O	-0.0007	0.0015	0.0024
O	-0.0057	0.002	0.0011
O	0.0001	-0.0009	-0.0007
O	-0.0003	-0.0003	-0.0018
O	-0.0045	0.002	0.0016
O	-0.0003	-0.0013	-0.0012
O	0.003	-0.0043	0.0017
O	-0.0027	-0.0027	0
O	-0.0008	0.0111	-0.0022
O	-0.0013	0.0008	-0.0041
O	0.002	-0.0003	-0.0024
O	0.0001	0.0009	0.0005
O	0.0007	-0.0014	-0.0008
O	0.003	0.0039	0.0086
O	-0.0016	0.0014	0.0013
O	0.0008	0.0003	0.0013
O	-0.0012	0.0009	-0.0007
O	-0.0031	-0.0027	0.001
O	-0.0008	-0.0011	-0.0004
O	0.001	0.0008	-0.0005
O	0.0029	0.0012	-0.0024
O	-0.0018	-0.0014	-0.0009
O	0.0011	-0.0002	0.001
O	0.0004	-0.0027	0.0007
O	-0.001	0.0016	-0.0031
O	0.0001	-0.0008	-0.0005
O	-0.0007	-0.0037	-0.0005
O	0.0111	0.0064	-0.0006
O	-0.0011	0.0014	-0.0055
O	-0.001	-0.0004	-0.003
O	0.0026	-0.0025	-0.0011
O	0.0004	-0.0024	0.0008
O	-0.0006	-0.0021	0.0004
O	-0.0032	0.006	0.0001
O	-0.0012	-0.003	0.0012
O	-0.001	-0.0016	0.0004
O	0.0006	-0.0013	-0.0007
O	-0.0053	0.0003	-0.0047
O	-0.0005	0.0013	-0.0024
O	0.0014	0.0029	-0.0064
O	0.0024	0.0012	-0.0023
O	0.0001	-0.0001	-0.0021
O	-0.0062	0.0015	-0.0026
O	-0.0014	-0.0005	-0.0008
O	0.001	0.001	-0.0011
O	0.0012	0.002	-0.0016
O	0.0009	0.0029	0.0031
O	0.005	-0.0048	-0.0024
O	0.0036	0.0053	-0.0039
O	-0.0006	-0.0005	-0.0092
O	-0.0019	-0.0005	0.0028
O	-0.0007	0.0016	-0.0042
O	0.0022	-0.0027	-0.0014
O	0.007	-0.002	-0.0054
O	-0.0015	0.0006	-0.0012
O	0.0002	-0.0019	-0.0008
O	0.0015	0.0051	0.0012
O	0.0003	-0.0007	-0.0014

The program warned: the cutoff lies below the one the program advises for these potential files; the exchange-correlation potential is rough where the density is thin.
